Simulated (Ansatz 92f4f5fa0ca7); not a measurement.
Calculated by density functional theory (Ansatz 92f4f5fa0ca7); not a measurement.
Periodic cell of 192 atoms, Si128O64, from a study of silicon, its oxide and their interface. The atomic structure is a simulated model.
This geometry differs little from another in the collection (a relaxation step or a small displacement).

Settings
functional: r2SCAN
potential files: Ansatz PAW
basis: plane waves
wave-function cutoff: 800 eV
density cutoff ratio: 5
exchange-correlation grid ratio: 1
k mesh: 1 x 1 x 1, shifted by 0.5 0.5 0 of a step
self-consistency stop: 1e-10 eV per atom in the density residual
occupations: fixed
spin: none
net charge: 0

Cell vectors (angstrom)
a	10.887	0	0
b	0	10.887	0
c	0	0	28.136

Atoms: element, x, y, z (angstrom)
Si	-3.1819	-8.5909	-6.6043
Si	3.2812	3.6573	1.1547
Si	5.2565	6.397	-5.4113
Si	1.6876	12.632	1.348
Si	3.9178	-0.469	-1.1535
Si	8.2518	3.7869	-1.1358
Si	9.805	9.828	-0.1178
Si	6.2682	6.068	-0.8134
Si	0.9749	0.2248	-0.4228
Si	3.609	4.7966	-1.0502
Si	-0.0804	8.0779	2.8982
Si	4.7336	10.0942	1.6605
Si	6.402	0.8982	1.3925
Si	9.9148	4.507	1.4479
Si	7.3372	7.4371	1.6877
Si	9.0112	9.1336	1.8955
Si	0.0245	2.7678	2.6996
Si	2.7898	0.1003	2.6865
Si	0.6928	6.3429	1.4979
Si	2.5381	5.3823	2.6296
Si	5.267	2.7438	2.4187
Si	8.0082	0.0504	2.9213
Si	5.5173	8.2728	2.8945
Si	8.2182	5.5205	2.7449
Si	1.3174	4.0901	4.1687
Si	4.0937	1.4505	4.086
Si	1.4017	9.5479	4.0015
Si	4.0182	6.7795	3.9542
Si	6.7077	4.085	3.8662
Si	9.5212	1.41	4.0524
Si	6.7764	9.5813	4.3685
Si	9.5096	6.7519	4.3021
Si	0.0168	0.0091	5.3768
Si	2.7229	2.7478	5.4713
Si	-0.0013	5.4027	5.5877
Si	2.7201	8.1592	5.3868
Si	5.3831	0.0911	5.5553
Si	8.1	2.7647	5.3508
Si	5.4096	5.4356	5.3259
Si	8.1736	8.1673	5.595
Si	1.3537	1.353	6.7777
Si	4.111	4.1025	6.7824
Si	1.3956	6.8228	6.8317
Si	4.046	9.5198	6.8076
Si	6.8302	1.4109	6.8279
Si	9.459	4.0391	6.822
Si	6.7549	6.7563	6.7899
Si	9.6003	9.5501	6.8252
Si	-0.0338	2.6721	8.1504
Si	2.7012	0.0024	8.1538
Si	0.0463	8.1842	8.2004
Si	2.7663	5.4417	8.1644
Si	5.4696	2.767	8.1799
Si	8.2149	0.0113	8.1556
Si	5.4446	8.1567	8.1421
Si	8.1325	5.4259	8.1664
Si	1.3467	4.0617	9.463
Si	4.1072	1.3535	9.4827
Si	1.4001	9.5505	9.5591
Si	4.1426	6.7823	9.5251
Si	6.8303	4.0824	9.5796
Si	9.5517	1.32	9.574
Si	6.8717	9.4881	9.4789
Si	9.5199	6.7942	9.4884
Si	0.0184	-0.0391	10.9556
Si	2.7135	2.7051	10.823
Si	-0.0157	5.4227	10.8261
Si	2.8013	8.165	10.8327
Si	5.5328	-0.0075	10.7936
Si	8.1959	2.698	10.9181
Si	5.5286	5.4814	10.9418
Si	8.2001	8.1238	10.9115
Si	1.3986	1.3584	12.2564
Si	4.0796	4.0944	12.1348
Si	1.353	6.8357	12.0939
Si	4.2844	9.4511	12.1319
Si	6.8399	1.306	12.2509
Si	9.561	4.0616	12.2633
Si	6.9459	6.7615	12.3946
Si	9.5725	9.4251	12.3083
Si	0.0698	2.7749	13.6468
Si	1.6853	-1.5896	14.7256
Si	-3.1899	5.4001	21.0532
Si	8.2049	0.9319	18.7577
Si	4.0552	1.2669	14.7555
Si	10.9795	-4.3191	18.0358
Si	6.9207	9.5754	15.137
Si	6.3553	6.6526	18.5286
Si	2.7106	5.5054	13.4052
Si	7.9058	-1.727	17.2827
Si	2.8506	10.7615	13.3599
Si	5.5941	8.1854	13.6915
Si	13.0488	-6.3535	18.8072
Si	9.6118	1.3429	14.9521
Si	5.7933	11.391	16.0719
Si	10.9303	8.01	13.6737
Si	-2.6005	5.345	13.8225
Si	3.595	0.2594	18.0827
Si	1.1658	4.5131	14.8676
Si	0.1967	7.4362	26.83
Si	2.5317	1.6662	16.5017
Si	6.6407	4.0182	14.9632
Si	2.7728	3.9921	16.6237
Si	18.471	2.1312	16.1483
Si	2.8443	-15.7034	24.3506
Si	14.801	2.2079	25.5964
Si	6.2981	-0.6177	25.3473
Si	5.3805	-8.1723	13.471
Si	-1.32	5.5737	24.8992
Si	7.3212	0.7484	27.1896
Si	3.8872	17.8981	14.771
Si	18.0216	-3.4263	24.72
Si	10.2446	22.907	22.3587
Si	10.5827	10.3545	17.896
Si	-18.9392	-10.3539	21.2309
Si	1.2976	0.9122	24.8783
Si	10.2314	-4.7407	15.0773
Si	-10.2342	-10.6186	15.9753
Si	10.3708	-3.7727	20.9918
Si	12.8718	8.7308	18.535
Si	-5.5261	-9.7895	23.0912
Si	1.062	16.0954	22.9128
Si	-7.0971	28.7371	20.0811
Si	-9.1685	19.6977	24.4922
Si	0.3729	-1.581	21.8379
Si	4.8635	-16.5506	16.1054
Si	8.2546	10.8289	13.6296
Si	12.488	24.3668	21.2103
O	0.6675	-4.7497	-6.5329
O	-10.6198	1.2366	-4.4394
O	6.9136	7.2078	0.1137
O	4.3151	14.5195	-1.9339
O	-4.4943	5.4929	-6.1188
O	12.0001	8.3475	-2.2397
O	-4.7659	18.443	-4.6795
O	-0.3688	17.0372	-2.0711
O	18.9668	-17.9499	-6.9982
O	19.4529	-4.1313	-3.7576
O	-10.2091	5.155	-9.5766
O	10.1085	-0.4218	-6.2287
O	17.3039	39.1626	-2.3431
O	-7.8106	-23.0466	-10.3949
O	15.6179	20.7151	-2.4412
O	8.9318	-15.367	-6.6931
O	7.5127	-11.3473	18.2574
O	-12.231	-1.7002	17.3626
O	0.0693	2.0225	21.2023
O	16.5941	-5.2323	17.4484
O	14.3113	0.4285	19.6977
O	-10.4019	-20.9167	26.2722
O	13.6825	-2.7172	15.2825
O	15.0281	12.0366	26.8229
O	-11.9774	0.6243	18.716
O	0.748	-1.189	18.9647
O	12.5345	25.5628	22.3371
O	11.4863	-23.9813	23.337
O	7.7289	-8.6086	26.7742
O	15.1972	-5.2949	23.7779
O	16.0379	22.1233	17.6122
O	18.1654	19.8508	25.2983
O	2.895	18.6095	24.2327
O	8.7832	1.7527	22.6153
O	7.0148	-6.2285	27.579
O	-11.5221	7.1515	19.3581
O	-11.9298	8.3977	27.2102
O	-3.5898	-3.101	17.8734
O	2.3885	2.0992	25.0516
O	12.9875	21.2832	24.5827
O	13.5311	-2.8046	19.8572
O	-0.3539	15.9009	23.726
O	15.0094	11.3559	22.2446
O	-6.6824	-3.9261	21.631
O	1.3505	7.5385	17.6308
O	23.5563	-11.5987	21.5345
O	24.1158	-11.5183	27.3339
O	17.1587	-0.0426	23.8087
O	6.2312	2.0914	22.1574
O	8.7383	10.8325	27.3124
O	11.918	-3.9572	28.1204
O	15.9996	-3.4994	19.2566
O	2.7016	16.4661	25.9312
O	4.6973	27.6465	27.6441
O	10.0433	-26.2652	16.72
O	15.5212	9.664	28.2064
O	1.9661	3.2371	19.7617
O	-13.9144	13.0732	17.781
O	-23.9311	15.2414	25.5576
O	15.7374	1.992	24.3276
O	-14.5414	-5.1176	19.5483
O	-1.4388	3.9136	28.0991
O	35.8579	-5.3449	19.5772
O	-3.128	1.3399	20.2319

Results
free energy: -118368.603 eV
free energy less fixed offsets of O -570.45, Si -639.56 eV per atom: 3.877 eV

Forces (eV/angstrom), in the order of the atoms: element, x, y, z
Si	-0.0005	0	-0.0015
Si	0.0001	0.0004	-0.0002
Si	-0.0008	0.0007	0.0002
Si	0.0004	0.0012	-0.0015
Si	-0.0004	-0.0032	0.0035
Si	-0.0004	-0.0014	0.0027
Si	-0.0005	-0.0007	0.0026
Si	-0.0003	0.0012	0.0028
Si	-0.0003	-0.0003	-0.0002
Si	-0.0011	-0.0013	0.0035
Si	-0.0003	0.0008	-0.0009
Si	0.001	0.0002	-0.0012
Si	0.0005	0.0003	0.0007
Si	-0.0003	0.0009	-0.002
Si	0.0006	0.0001	-0.0013
Si	0.001	-0.0013	0.0006
Si	0.0008	0.0001	0.0004
Si	0.0006	0.0005	0.0007
Si	0.0005	0.0006	-0.0012
Si	0.0005	0.0002	0.0002
Si	-0.0003	0.0006	-0.0006
Si	0.0007	0.0011	0.0001
Si	0.0003	-0.0007	0.0004
Si	-0.0001	-0.0004	0.0012
Si	0	0.0001	0
Si	0.0007	-0.0005	0.0002
Si	-0.0005	-0.0005	-0.0014
Si	0	-0.0001	0
Si	0.0005	-0.0005	-0.0011
Si	-0.0004	0.0005	0.0001
Si	-0.0004	-0.0002	-0.0008
Si	0	0.0001	-0.0005
Si	0.0005	0.0003	-0.0004
Si	0.0008	0.0004	-0.0001
Si	0.0005	0.0004	-0.0005
Si	0.0006	-0.0002	-0.0005
Si	-0.0005	0.0007	0.0001
Si	0.0005	0.0004	-0.0002
Si	-0.0007	0.0001	-0.0004
Si	0.0009	0.0005	-0.0011
Si	0.0005	0.0007	0.0001
Si	0	0.0001	0.0003
Si	0.0001	0	-0.0002
Si	0.0002	-0.0001	-0.0002
Si	-0.0002	0.0004	0.0004
Si	0.0005	-0.0002	0.0001
Si	-0.0004	0.0006	0.0002
Si	-0.0002	0.0001	0.0003
Si	-0.0004	0.0001	-0.0001
Si	0.0004	-0.0002	-0.0003
Si	0.0001	0.0005	-0.0002
Si	0	0.0004	-0.0002
Si	0.0004	0.0008	-0.0004
Si	0.0005	0.0004	0
Si	0.0003	-0.0001	0
Si	-0.0004	0	-0.0002
Si	0.0008	0.0002	-0.0001
Si	0.0001	0.0002	0
Si	0	0.0004	-0.0002
Si	0.0003	0.0002	0
Si	0.0001	-0.0001	-0.0001
Si	-0.0001	0.0005	-0.0001
Si	0	0.0007	0.0003
Si	0.0007	0	-0.0002
Si	0.0006	0.0007	-0.0006
Si	0.0004	0.0005	-0.0001
Si	0	0.0011	0
Si	-0.0004	0	-0.0004
Si	0.0015	0.0004	-0.0003
Si	-0.0001	0.0001	0
Si	0.0007	0.0005	-0.0003
Si	0.0002	-0.0002	-0.0007
Si	-0.0004	0.0004	-0.0006
Si	-0.0005	0.0001	0.0001
Si	0.0007	0.0002	0.0006
Si	0.0006	0.0003	0.0002
Si	0.0001	0	0.0011
Si	-0.0005	0.001	-0.0001
Si	0	0.0002	-0.0001
Si	-0.0006	0.0005	0.0001
Si	0.0009	0	-0.0001
Si	0.0013	-0.001	0.0032
Si	-0.0009	0.0001	-0.0018
Si	-0.0004	0.0013	-0.0039
Si	0.0004	-0.0005	0.0004
Si	-0.0002	-0.0003	-0.0053
Si	0	0.0005	0.0006
Si	0.0003	0.0009	-0.0036
Si	0.0006	0	-0.001
Si	-0.0042	0.0008	-0.0006
Si	0.0006	0.0021	-0.0002
Si	0.0003	0.0002	0.0003
Si	0.0009	0.0013	-0.0034
Si	0.0004	0.0002	0.0004
Si	-0.0027	0.0011	-0.0006
Si	-0.0002	0.0008	-0.0011
Si	-0.0001	-0.0001	-0.0001
Si	0.0012	0.0011	-0.0052
Si	-0.0005	0.0006	0.0002
Si	0.0015	0.0011	0.0023
Si	0.0005	0.0001	-0.0001
Si	-0.0004	-0.0009	-0.0001
Si	0.0006	0.0015	0.0001
Si	0.0013	0.0009	0.0014
Si	0.0014	0.0004	0.0027
Si	0.0033	0.0005	0.0007
Si	0.0004	0.0018	0.0024
Si	0.0016	0.0007	0
Si	-0.0011	0.0004	0.002
Si	-0.0002	0.0015	0.0009
Si	-0.0001	0.0016	0.0008
Si	0.0002	0.0006	0.0032
Si	-0.0005	0.001	-0.0002
Si	0.0003	0.0026	-0.0029
Si	0.0023	0.0008	-0.0034
Si	-0.0012	-0.0001	0.0044
Si	0.001	0.0005	-0.0016
Si	0	0.0003	0.0002
Si	-0.0005	-0.0024	-0.0006
Si	0.0014	0.002	-0.0027
Si	-0.0009	0.0005	0.0013
Si	-0.0019	-0.0014	-0.0006
Si	0.0001	0.0003	-0.0023
Si	-0.0015	0.0006	0.0019
Si	0.0006	0.0017	0.0009
Si	-0.0002	0.0001	-0.0022
Si	0.0003	-0.0002	0
Si	-0.0006	0.0013	-0.0019
O	-0.0005	0.0013	-0.0002
O	0.0004	0.0009	0.0004
O	-0.0006	-0.0007	-0.0018
O	-0.0001	-0.003	-0.003
O	-0.0002	0.0006	0.0001
O	-0.0009	0.0009	-0.001
O	-0.001	-0.0003	-0.0008
O	0.0003	0.0001	-0.0021
O	0.0004	0.0009	0.0009
O	-0.001	0.0001	-0.0006
O	-0.0002	0.0011	0.0022
O	0.0011	-0.001	-0.0003
O	0.0014	0.002	-0.0022
O	-0.0002	0.0007	0.0006
O	-0.0002	-0.0008	-0.0008
O	0.0005	0.0008	-0.001
O	-0.0001	-0.0004	0.0013
O	-0.0022	0.0015	0.0007
O	0.0015	0.0004	0.0005
O	0.0014	0.0025	0.0035
O	-0.0012	0.0009	0.0032
O	0.0004	0.0001	-0.004
O	-0.0013	0.0008	0.0009
O	0.0014	0.0018	-0.0044
O	-0.0002	0.0015	-0.0017
O	-0.0004	0.0005	0.0001
O	-0.0003	0.001	0.0001
O	0.0009	-0.0005	-0.0005
O	0.0003	0.0014	0.0002
O	0.0002	0.0005	-0.0013
O	-0.0009	-0.0002	-0.0006
O	-0.0008	-0.0023	-0.0026
O	-0.0002	-0.0004	-0.0006
O	0.001	0.0003	-0.0004
O	0.0003	0	-0.0018
O	-0.0003	0.0021	0.0023
O	0.0004	-0.001	-0.0009
O	-0.0004	-0.0003	0.0015
O	0.0016	-0.0013	-0.0009
O	0.0005	0.0007	-0.0013
O	0.0006	-0.0013	0.0004
O	0.0019	-0.0004	-0.0015
O	-0.0005	0.0007	0.0002
O	0.0005	0.0001	0.0009
O	-0.0003	-0.0006	0.0012
O	-0.0012	-0.0005	0.0003
O	0.0029	0.0005	-0.0026
O	-0.0006	0.0005	-0.0002
O	-0.0004	0.0003	-0.0001
O	-0.0035	0.0018	-0.0025
O	-0.0009	-0.0005	-0.0006
O	-0.0013	0.0001	0.0016
O	-0.0003	0.001	-0.0036
O	-0.0002	-0.0004	-0.0006
O	0.0007	0.0009	0.0035
O	-0.0009	0.0014	-0.0037
O	-0.0004	-0.0016	0.0029
O	-0.0007	0.0004	0.0019
O	0.0004	0.0012	-0.0008
O	-0.0049	0.0008	0.0023
O	0.0005	-0.0001	0.0019
O	-0.0001	0.0005	-0.0014
O	-0.0013	0.0006	0.0012
O	0.0013	0.001	0.0019

The program warned: the cutoff lies below the one the program advises for these potential files; the forces do not sum to zero within the program's tolerance; empty levels may hold ghost states of the PAW files; the exchange-correlation potential is rough where the density is thin.
